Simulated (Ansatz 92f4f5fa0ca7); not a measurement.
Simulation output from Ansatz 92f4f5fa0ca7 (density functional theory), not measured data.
Periodic cell of 237 atoms, Si146O90As1, from a study of silicon, its oxide and their interface. The atomic structure is a simulated model.
Doubt: the cutoff is far below the 930 eV that the study's wrapper takes by default for these files, so forces and energies are approximate.
This geometry differs little from another in the collection (a relaxation step or a small displacement).

Settings: functional PBE; potential files Ansatz PAW; basis plane waves; wave-function cutoff 580 eV; density cutoff ratio 5; exchange-correlation grid ratio 1; k mesh 1 x 1 x 1, Gamma-centred; self-consistency stop 5e-08 eV per atom in the density residual; occupations fixed; spin none; net charge +1 e, with a uniform compensating background and no finite-size correction.

Cell vectors (angstrom)
a, 11.6015, 0, 0
b, 0, 10.938, 0
c, 0, 0, 32.0622

Atoms: element, x, y, z (angstrom)
Si, -0.1915, -0.0608, 23.2545
Si, 3.6726, 0.2156, 23.0725
Si, 7.5469, -0.1393, 23.4438
Si, 1.687, 1.3829, 23.4032
Si, 5.7386, 1.4072, 23.1667
Si, 9.4422, 1.2199, 23.34
Si, 0.1467, 5.2977, 23.4519
Si, 4.022, 5.2403, 23.4075
Si, 8.133, 5.5538, 23.569
Si, 2.1174, 6.6173, 23.3532
As, 5.9521, 6.721, 23.6083
Si, 10.0405, 6.9145, 23.5935
Si, 1.896, 2.6519, 25.3824
Si, 5.8341, 2.6276, 25.2439
Si, 9.6349, 2.6747, 25.2461
Si, 11.5954, 4.0043, 25.3819
Si, 3.9002, 3.9441, 25.3549
Si, 7.7303, 4.0702, 25.3738
Si, 1.9656, 8.1589, 25.1914
Si, 5.764, 8.2576, 25.4614
Si, 9.7169, 8.2734, 25.4414
Si, 11.6387, 9.5807, 25.2533
Si, 3.8372, 9.6168, 25.0531
Si, 7.7118, 9.5531, 25.4194
Si, 11.6465, -0.0025, 27.2054
Si, 3.9021, -0.0517, 27.1238
Si, 7.7606, -0.011, 27.3172
Si, 1.9866, 1.3171, 27.2956
Si, 5.8301, 1.3228, 27.2172
Si, 9.6907, 1.3436, 27.2173
Si, 11.5911, 5.4683, 27.2347
Si, 3.8387, 5.4249, 27.2247
Si, 7.7226, 5.4709, 27.2733
Si, 1.932, 6.8277, 27.1695
Si, 5.7601, 6.7854, 27.2986
Si, 9.6627, 6.8255, 27.2951
Si, 1.9431, 2.7271, 29.1943
Si, 5.7962, 2.7288, 29.1358
Si, 9.6793, 2.7334, 29.1503
Si, 0.0117, 4.1015, 29.164
Si, 3.8646, 4.0941, 29.1824
Si, 7.7346, 4.0914, 29.1916
Si, 1.9388, 8.1926, 29.1189
Si, 5.7949, 8.1979, 29.1964
Si, 9.6728, 8.1962, 29.2194
Si, 0.0047, 9.564, 29.1495
Si, 3.8706, 9.5641, 29.1137
Si, 7.7373, 9.5506, 29.2243
Si, 0.0016, 0.0043, 31.0942
Si, 3.8606, 0.0103, 31.067
Si, 7.7309, 0.014, 31.1263
Si, 1.9295, 1.374, 31.1252
Si, 5.7959, 1.3729, 31.0725
Si, 9.669, 1.3691, 31.0952
Si, 0.0104, 5.4721, 31.0974
Si, 3.868, 5.4819, 31.1075
Si, 7.7419, 5.4719, 31.1271
Si, 1.9369, 6.848, 31.0747
Si, 5.8047, 6.8331, 31.1242
Si, 9.6796, 6.8326, 31.1485
Si, 1.9315, 2.7562, 0.9936
Si, 5.7968, 2.7552, 0.9337
Si, 9.6684, 2.7406, 0.9735
Si, -0.01, 4.1133, 0.9664
Si, 3.8653, 4.1215, 0.9836
Si, 7.7406, 4.1134, 1.0013
Si, 1.9312, 8.2225, 0.9484
Si, 5.7977, 8.2354, 0.9712
Si, 9.6697, 8.2269, 1.0104
Si, -0.0009, 9.5956, 0.9848
Si, 3.8602, 9.5966, 0.9621
Si, 7.7386, 9.5855, 0.9938
Si, 11.6117, 0.0411, 2.9238
Si, 3.8579, 0.0287, 2.9175
Si, 7.7426, 0.0303, 2.9104
Si, 1.9368, 1.4072, 2.9336
Si, 5.8127, 1.3722, 2.8391
Si, 9.6634, 1.3921, 2.926
Si, 11.5679, 5.5103, 2.8738
Si, 3.8785, 5.5043, 2.9161
Si, 7.7397, 5.521, 2.924
Si, 1.9155, 6.8294, 2.8608
Si, 5.8109, 6.8667, 2.8908
Si, 9.6624, 6.9065, 2.9759
Si, 1.9162, 2.8388, 4.8279
Si, 5.8393, 2.7306, 4.7485
Si, 9.6021, 2.8034, 4.8372
Si, 11.5447, 4.139, 4.7828
Si, 3.9215, 4.103, 4.8261
Si, 7.7196, 4.2101, 4.8866
Si, 1.89, 8.1543, 4.8025
Si, 5.8115, 8.2671, 4.7898
Si, 9.6642, 8.3296, 4.9135
Si, 11.6356, 9.6589, 4.8875
Si, 3.8204, 9.4911, 4.7905
Si, 7.7245, 9.6835, 4.8939
Si, 11.599, 0.2355, 6.7791
Si, 3.7561, -0.05, 6.6608
Si, 7.7148, 0.0613, 6.9175
Si, 2.0501, 1.5069, 6.7636
Si, 5.7139, 1.2791, 6.6259
Si, 9.6476, 1.5241, 6.8355
Si, 11.5282, 5.5022, 6.7027
Si, 3.9841, 5.436, 6.7941
Si, 7.7412, 5.6747, 6.832
Si, 1.9773, 6.6459, 6.6542
Si, 5.8149, 6.9789, 6.7493
Si, 9.7581, 7.0437, 6.9154
O, 10.0028, 7.9716, 8.3017
O, 7.6651, 9.9377, 8.2229
O, 7.4059, 4.7368, 8.1656
O, 3.3765, 10.352, 8.2093
O, 2.0377, 7.5551, 8.027
O, 4.0035, 4.5895, 8.2477
O, 9.783, 2.4508, 8.2207
O, 2.6136, 2.3433, 8.1215
O, 11.3887, 4.5771, 8.0711
O, 5.3624, 2.374, 7.8177
O, 5.8188, 7.9835, 8.0845
O, 11.3187, 10.3141, 8.1542
O, 11.2801, 10.0987, 21.7733
O, 3.24, 10.7228, 21.5008
O, 5.6328, 7.7822, 22.195
O, 4.263, 4.4894, 21.9478
O, 7.6518, 9.613, 22.2447
O, 10.3567, 7.6774, 22.166
O, 1.6177, 2.4344, 22.1221
O, 5.9555, 2.4577, 21.8745
O, 8.429, 4.6919, 22.2059
O, -0.0937, 4.4589, 22.0219
O, 2.3087, 7.3792, 21.9088
O, 9.1202, 1.8711, 21.8475
Si, 1.9175, 7.7845, 9.612
Si, 5.0452, 0.5866, 17.6695
Si, 2.4905, 5.4113, 14.0171
Si, 10.5594, 3.8587, 14.0433
Si, 8.2784, 2.3787, 15.2492
Si, 9.5552, 2.2249, 20.3198
Si, 10.5111, 3.6512, 9.0782
Si, 0.0387, 2.3137, 11.5648
Si, 11.0185, 8.1333, 15.4
Si, 5.1647, 6.9317, 13.986
Si, 5.754, 2.6154, 11.1149
Si, 8.5767, 7.6533, 19.3991
Si, 8.1375, 4.8394, 20.6026
Si, 5.9208, 9.5827, 15.1893
Si, 2.1072, 7.6431, 20.3137
Si, 1.9208, 4.8921, 18.7722
Si, 4.4965, 3.45, 17.9998
Si, 8.4905, 8.9141, 16.8214
Si, 0.8284, 9.481, 13.3028
Si, 9.9135, 10.6522, 11.7197
Si, 5.3714, 3.7188, 20.9945
Si, 0.5821, 5.5184, 16.2518
Si, 10.7878, 9.1501, 9.1491
Si, 6.5357, 8.8577, 21.315
Si, 7.1171, 7.1083, 11.486
Si, 2.6773, 0.7323, 12.2196
Si, 10.8969, 8.6977, 21.0118
Si, 6.0429, 4.3277, 15.6258
Si, 7.0857, 0.4867, 12.9656
Si, 4.0602, 2.982, 8.5941
Si, 0.8786, 6.7412, 11.9
Si, 6.5742, 9.0487, 9.0777
Si, 0.6623, 3.2974, 21.1313
Si, 9.7974, 6.5101, 12.8937
Si, 7.7186, 4.5368, 9.752
Si, 3.9964, 10.0712, 20.1915
Si, 4.2638, 3.034, 13.527
Si, 3.8581, 10.0111, 9.7398
Si, 8.0524, 0.769, 18.0189
O, 11.5092, 3.2266, 12.896
O, 9.3435, 4.4734, 9.8845
O, 8.8124, 3.5903, 19.8448
O, 4.0436, -0.0621, 18.7888
O, 11.3222, 4.5313, 15.3073
O, 9.8564, 9.7936, 10.3234
O, 3.7723, 1.5274, 13.1395
O, 0.6405, 9.0666, 14.8708
O, 6.4747, 0.9903, 18.3794
O, 4.7545, 3.186, 19.602
O, 6.2511, 1.1785, 11.7364
O, 0.5474, 8.6339, 9.8715
O, 5.6464, 4.325, 17.224
O, 8.4405, 7.2036, 12.4005
O, 4.4081, 2.6349, 10.1541
O, 2.0699, 5.6392, 15.5754
O, 3.3796, 0.0622, 10.9195
O, 5.8849, 7.2216, 12.5453
O, 2.3025, 6.3551, 19.3644
O, 0.6441, 4.9319, 17.7706
O, 8.4176, 10.6907, 12.3673
O, 5.4778, 10.0733, 9.6988
O, 0.5967, 8.2181, 20.1612
O, 9.7677, 2.5989, 14.679
O, 2.0011, 10.5903, 13.2262
O, 9.9401, 9.092, 16.1296
O, 6.151, 10.3477, 13.7648
O, 7.4563, 1.5962, 14.0947
O, 1.647, 3.9334, 20.0386
O, 5.9148, 5.7938, 14.9132
O, 7.3377, 8.9333, 15.6885
O, 1.5163, 1.6711, 11.6053
O, 7.2028, 8.2878, 10.3647
O, 4.3232, 1.9937, 17.2766
O, 7.0373, 3.1629, 10.2813
O, 11.5469, 7.0047, 16.4375
O, 8.2483, 10.1208, 17.8541
O, 3.2704, 8.5359, 10.1054
O, 7.5887, 3.8302, 15.5244
O, 3.1365, 4.3063, 17.8909
O, 2.9015, 3.8827, 13.6967
O, 1.338, 8.2001, 12.4527
O, 1.2064, 5.6741, 13.0673
O, 4.9721, 8.3019, 14.8588
O, 11.177, 2.381, 20.3324
O, 10.9785, 9.987, 12.7548
O, 5.2935, 3.5721, 12.3652
O, 5.086, 3.2016, 14.9193
O, 6.506, 4.8165, 20.5432
O, 8.4007, 1.539, 16.6366
O, 10.4158, 1.2398, 11.4536
O, 10.8732, 6.6174, 11.6642
O, 3.2669, 8.6702, 19.8413
O, 1.7168, 6.4387, 10.5252
O, 7.1526, 8.1002, 20.0399
O, 8.4655, 7.5764, 17.7742
O, 3.6775, 6.4214, 13.6111
O, 9.5637, 4.9603, 13.3497
O, 5.5354, 9.9738, 20.7215
O, 10.3195, 7.3699, 14.157
O, 8.8363, 6.1498, 19.9671
O, 7.0731, 5.7103, 10.6616
O, 5.2772, 10.5508, 16.3638
O, 9.0623, 1.1322, 19.2402
O, 11.5822, 3.1643, 10.1841
O, 9.7155, 8.7211, 19.8923

Results
free energy: -148856.832 eV
free energy less fixed offsets of As -4856.12, O -568.88, Si -635.61 eV per atom: -2.452 eV

Forces (eV/angstrom), in the order of the atoms: element, x, y, z
Si, 0.0098, 0.005, -0.0255
Si, -0.0404, -0.0037, -0.0296
Si, 0.0068, -0.0385, -0.0277
Si, 0.0194, -0.0142, 0.0114
Si, 0.0236, -0.0007, -0.0248
Si, -0.0214, -0.0048, -0.0009
Si, 0.0243, 0.0971, -0.0021
Si, 0.0596, 0.0075, -0.0794
Si, -0.0922, -0.0377, 0.0048
Si, -0.0003, -0.0528, -0.0497
As, 0.1542, -0.1202, 0.0813
Si, 0.0396, -0.1085, -0.0638
Si, 0.0118, 0.0009, 0.0225
Si, -0.0084, 0.0054, 0.0255
Si, -0.0464, -0.0053, 0.0633
Si, -0.0046, -0.0135, 0.0188
Si, -0.0353, -0.0018, -0.0174
Si, 0.0833, 0.0021, -0.0617
Si, -0.0148, -0.0028, -0.0122
Si, -0.0157, -0.0617, -0.0264
Si, -0.0282, 0.0325, 0.0172
Si, -0.003, -0.0066, -0.0054
Si, 0.0438, 0.0018, -0.0078
Si, -0.006, 0.017, 0.0194
Si, -0.0064, -0.0003, 0.0534
Si, -0.0036, 0.0258, 0.021
Si, 0.0135, 0.0141, 0.012
Si, -0.0219, -0.0118, -0.0377
Si, -0.0006, 0.0028, -0.0491
Si, 0.0291, -0.0113, -0.0522
Si, 0.0004, 0.0056, -0.0128
Si, 0.0023, -0.0156, 0.0102
Si, 0.0117, -0.0228, 0.045
Si, 0.0033, -0.0007, 0.0092
Si, -0.0119, 0.0509, 0.0141
Si, -0.0111, -0.0092, 0.0102
Si, 0.0081, -0.003, 0.0075
Si, -0.0006, -0.003, -0.001
Si, 0.0029, 0.0068, -0.0028
Si, -0.0012, -0.0062, 0.0124
Si, -0.0057, 0.0052, -0.0138
Si, 0.0001, 0.016, -0.0058
Si, -0.011, 0.0022, 0.012
Si, -0.0021, -0.0408, 0.0499
Si, 0.009, 0.0074, 0.02
Si, 0.0062, -0.0013, -0.0268
Si, -0.0023, -0.0187, -0.0113
Si, 0.007, -0.0107, -0.0087
Si, 0.0002, 0, -0.0017
Si, 0.0009, 0.0074, -0.0006
Si, 0.0008, 0.0022, 0.0004
Si, -0.0038, -0.0006, 0.0049
Si, 0.0013, 0.0001, -0.001
Si, 0.0013, -0.0047, 0.0036
Si, 0.0024, 0.0069, 0.0024
Si, -0.0009, 0.0067, 0.0095
Si, 0.0038, -0.0033, 0.0095
Si, 0.0062, -0.0052, -0.0074
Si, 0.0001, 0.032, -0.0028
Si, -0.0025, -0.01, -0.0055
Si, 0.0053, -0.0009, 0.0097
Si, -0.0035, -0.001, 0.0058
Si, -0.0017, 0.0016, 0.0037
Si, -0.0049, -0.0031, -0.0043
Si, 0.0026, -0.0035, -0.0053
Si, 0.0027, 0.0047, -0.0049
Si, -0.0014, 0.0028, -0.0077
Si, -0.0006, -0.0217, -0.0014
Si, 0.002, 0.0041, -0.0002
Si, 0.0003, 0.0027, 0.0059
Si, 0.0003, -0.0046, 0.003
Si, 0, -0.001, 0.0032
Si, -0.0004, 0.0005, -0.0013
Si, -0.0021, 0.0043, -0.0022
Si, 0.0016, 0.001, -0.001
Si, -0.0011, -0.0006, -0.0023
Si, 0.0018, -0.0006, -0.0027
Si, 0.0009, -0.0021, -0.0035
Si, -0.0024, 0.0004, -0.0012
Si, 0.0034, 0.0002, -0.0019
Si, -0.0017, -0.0052, -0.0021
Si, 0.0012, 0.0017, 0.0031
Si, -0.0002, 0.019, 0.0018
Si, 0.0008, 0.0018, 0.0001
Si, -0.0021, -0.0042, 0.0051
Si, 0.0002, -0.0029, -0.0006
Si, -0.0061, -0.0027, 0.0001
Si, 0.0029, 0.0008, 0.003
Si, -0.0031, 0.0003, 0.004
Si, 0.0032, 0.0044, 0.0033
Si, -0.0016, -0.0025, 0.0031
Si, -0.0019, -0.0156, 0.0076
Si, -0.0006, -0.0016, 0.004
Si, 0.0015, 0.0011, 0.002
Si, 0.0023, 0.0015, 0.0006
Si, -0.0015, 0.0027, -0.0008
Si, -0.0029, 0.0044, 0.0067
Si, -0.0041, 0.0023, 0.0065
Si, -0.0019, 0.0028, 0.005
Si, -0.0009, 0.0014, 0.0048
Si, 0.0065, -0.0015, 0.0086
Si, 0.0039, -0.0027, 0.0049
Si, -0.0012, 0.005, 0.0063
Si, 0.001, 0.0082, 0.0103
Si, -0.0028, 0.0068, 0.0062
Si, 0.0018, -0.0065, 0.0094
Si, 0.001, 0.0019, -0.0024
Si, 0.0016, -0.0089, 0.008
O, 0.004, 0.0119, -0.018
O, -0.0064, -0.0028, -0.0215
O, 0.0017, -0.0037, -0.0121
O, -0.0011, -0.0032, -0.0214
O, -0.0035, 0.0057, -0.0198
O, -0.0007, -0.0087, -0.0233
O, 0.0015, 0.0129, -0.0166
O, 0.0086, 0.0056, -0.0207
O, -0.0044, -0.0068, -0.0232
O, -0.0075, 0.0071, -0.0246
O, 0.0034, 0.0137, -0.0125
O, -0.004, -0.0088, -0.0205
O, -0.0002, -0.0067, 0.0301
O, 0.0319, 0.0122, 0.0594
O, 0.0524, 0.306, -0.2975
O, 0.0172, 0.0395, 0.0572
O, -0.0311, 0.0149, -0.0144
O, 0.0205, 0.0456, -0.0003
O, -0.0109, 0.0096, 0.0028
O, -0.01, -0.0194, 0.0408
O, -0.0704, 0.0376, 0.0781
O, 0.0016, -0.038, 0.0144
O, -0.0146, 0.0068, 0.007
O, 0.0015, 0.0042, 0.0181
Si, 0.001, 0.0063, 0.0365
Si, 0.0097, -0.0048, -0.0797
Si, 0.0027, -0.0003, -0.0201
Si, 0.0019, 0.0049, -0.0271
Si, -0.0015, 0.0027, -0.0495
Si, -0.0034, 0.0082, -0.068
Si, -0.0022, -0.0006, 0.0371
Si, -0.0007, -0.0008, 0.0193
Si, 0.0006, 0.0014, -0.0431
Si, -0.0006, -0.0021, -0.0211
Si, 0.0018, 0.0082, 0.0234
Si, -0.0377, -0.0113, -0.0519
Si, -0.0054, 0.0543, -0.0921
Si, -0.0066, -0.0037, -0.0359
Si, 0.0354, 0.0147, -0.0623
Si, -0.0004, 0.0206, -0.0851
Si, 0.0081, 0.0052, -0.0773
Si, -0.0036, 0.0127, -0.0753
Si, 0.001, 0.0088, -0.0096
Si, 0.0021, -0.0023, 0.0168
Si, 0.0047, 0.012, -0.0522
Si, -0.004, 0.0029, -0.062
Si, -0.0065, -0.0018, 0.0329
Si, -0.1146, -0.1023, 0.0593
Si, 0.0019, 0.0029, 0.0157
Si, -0.0026, -0.0028, 0.0098
Si, -0.0081, -0.02, -0.0645
Si, 0.0038, 0.0087, -0.0538
Si, 0.0039, 0.0002, -0.0074
Si, -0.0074, 0.0049, 0.0407
Si, 0.0013, 0.0018, 0.0172
Si, -0.0004, -0.0012, 0.038
Si, -0.0119, 0.0081, -0.0473
Si, -0.0086, 0.0012, -0.0027
Si, -0.0002, -0.0018, 0.0382
Si, 0.0677, -0.0587, -0.0571
Si, -0.0037, -0.0048, -0.0176
Si, 0.0013, -0.0011, 0.0424
Si, -0.0262, -0.0156, -0.0865
O, -0.0069, 0.0062, 0.0052
O, -0.0006, 0.0008, -0.0187
O, 0.0055, -0.017, 0.0451
O, -0.0025, -0.0163, 0.0743
O, 0.0006, 0.0032, 0.0274
O, -0.0051, 0.0063, -0.0097
O, 0.0038, 0.0076, 0.0038
O, -0.0028, -0.0046, 0.0235
O, 0.0149, 0.0091, 0.0184
O, -0.001, 0, 0.0389
O, 0.0028, -0.0055, -0.0085
O, 0.0076, -0.0001, -0.018
O, -0.009, -0.0043, 0.0431
O, 0.0045, 0.0005, -0.003
O, 0.005, -0.0002, -0.0108
O, -0.009, -0.0016, 0.0278
O, -0.0033, 0.0047, -0.0111
O, -0.0069, -0.0015, 0.0027
O, -0.0129, -0.0136, 0.0339
O, 0.0006, -0.004, 0.0411
O, -0.0085, 0.0048, -0.0028
O, -0.0049, 0.0047, -0.0213
O, -0.04, 0.0158, 0.0499
O, -0.0046, -0.0019, 0.0139
O, -0.0053, -0.0033, 0.0023
O, -0.0102, -0.0003, 0.0335
O, -0.0021, -0.0067, 0.0116
O, 0.0007, 0.0073, 0.0191
O, -0.0006, -0.009, 0.0436
O, 0.0014, -0.008, 0.0186
O, 0.0101, -0.0003, 0.0251
O, -0.0011, 0.0009, -0.0125
O, 0.0006, -0.0048, -0.0115
O, -0.0016, 0.0039, 0.0325
O, -0.0034, -0.0022, -0.0187
O, 0.0003, -0.0048, 0.0231
O, 0.0035, 0.0166, 0.0424
O, -0.0036, -0.0018, -0.0234
O, -0.004, -0.0048, 0.0246
O, -0.004, -0.0062, 0.0342
O, 0.0004, 0.0017, 0.0021
O, -0.0029, 0.0038, -0.0018
O, 0.001, -0.0011, 0.0032
O, 0.0018, 0.0073, 0.0167
O, 0.0093, 0.0015, 0.0357
O, 0.0074, -0.0014, 0.0005
O, -0.0038, 0.0005, 0.0018
O, 0.0024, 0.0013, 0.023
O, 0.0083, -0.0296, 0.0398
O, 0.0051, -0.0034, 0.0326
O, 0.0007, 0.0013, -0.0141
O, -0.0026, 0.0005, -0.0097
O, -0.0219, 0.0236, 0.0346
O, -0.002, -0.0037, -0.0144
O, 0.0479, -0.0104, 0.0633
O, -0.0031, -0.0109, 0.0463
O, 0.0006, -0.0019, 0.0056
O, 0.0012, -0.0011, 0.0033
O, -0.05, -0.0387, 0.0617
O, 0.0012, 0.003, 0.0203
O, -0.0049, 0.0015, 0.0314
O, 0, 0.0048, -0.0122
O, -0.0006, 0.0029, 0.0244
O, 0.0119, 0.0023, 0.049
O, 0.0053, -0.0019, -0.0145
O, 0.0054, -0.0175, 0.0465

The program warned: the cutoff lies below the one the program advises for these potential files; the forces do not sum to zero within the program's tolerance; the exchange-correlation potential is rough where the density is thin.
